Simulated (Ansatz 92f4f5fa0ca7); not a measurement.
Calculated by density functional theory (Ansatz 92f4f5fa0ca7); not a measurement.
Periodic cell of 223 atoms, Si133O90, from a study of silicon, its oxide and their interface. The atomic structure is a simulated model.
Doubt: the cutoff is low for norm-conserving oxygen, so forces and energies are approximate.

Settings: functional HSE06; potential files SPMS norm-conserving; basis plane waves; wave-function cutoff 800 eV; density cutoff ratio 4; exchange-correlation grid ratio 1; k mesh 1 x 1 x 1, Gamma-centred; occupations fixed; spin none; net charge 0.

Cell vectors (angstrom)
a 10.938 0 0
b 0 10.938 0
c 0 0 32.7175

Atoms: element, x, y, z (angstrom)
Si 0.2179 -0.2956 25.4301
Si 4.9214 0.3268 25.1726
Si 2.8558 2.812 25.5595
Si 8.0244 2.9615 25.1753
Si -0.5 5.5528 25.0648
Si 5.7215 5.1623 25.1719
Si 2.3843 8.4019 25.5077
Si 8.3818 7.982 25.2122
Si 1.2493 1.4921 26.6181
Si 6.7969 1.3074 26.3568
Si 4.2143 4.2092 26.7335
Si 9.4356 4.1204 26.6372
Si 1.2407 6.6127 26.4531
Si 6.8066 6.8129 26.4901
Si 4.1157 9.5578 26.606
Si 9.461 9.5343 26.5994
Si 2.6921 0.0412 27.9373
Si 8.1373 0.0251 27.8873
Si -0.0819 2.8075 27.9722
Si 5.5365 2.6862 27.9298
Si 2.7065 5.4991 27.9493
Si 8.1362 5.5223 27.9701
Si -0.0109 8.1482 27.903
Si 5.4986 8.1927 27.9126
Si 4.1018 1.3673 29.2992
Si 9.5708 1.3673 29.2992
Si 1.3673 4.1018 29.2992
Si 6.8362 4.1018 29.2992
Si 4.1018 6.8362 29.2992
Si 9.5708 6.8362 29.2992
Si 1.3673 9.5708 29.2992
Si 6.8362 9.5708 29.2992
Si 0 0 30.6665
Si 5.469 0 30.6665
Si 2.7345 2.7345 30.6665
Si 8.2035 2.7345 30.6665
Si 0 5.469 30.6665
Si 5.469 5.469 30.6665
Si 2.7345 8.2035 30.6665
Si 8.2035 8.2035 30.6665
Si 1.3673 1.3673 32.0337
Si 6.8362 1.3673 32.0337
Si 4.1018 4.1018 32.0337
Si 9.5708 4.1018 32.0337
Si 1.3673 6.8362 32.0337
Si 6.8362 6.8362 32.0337
Si 4.1018 9.5708 32.0337
Si 9.5708 9.5708 32.0337
Si 2.7345 0 0.6835
Si 8.2035 0 0.6835
Si 0 2.7345 0.6835
Si 5.469 2.7345 0.6835
Si 2.7345 5.469 0.6835
Si 8.2035 5.469 0.6835
Si 0 8.2035 0.6835
Si 5.469 8.2035 0.6835
Si 4.1018 1.3673 2.0507
Si 9.5708 1.3673 2.0507
Si 1.3673 4.1018 2.0507
Si 6.8362 4.1018 2.0507
Si 4.1018 6.8362 2.0507
Si 9.5708 6.8362 2.0507
Si 1.3673 9.5708 2.0507
Si 6.8362 9.5708 2.0507
Si 0 0 3.418
Si 5.469 0 3.418
Si 2.7345 2.7345 3.418
Si 8.2035 2.7345 3.418
Si 0 5.469 3.418
Si 5.469 5.469 3.418
Si 2.7345 8.2035 3.418
Si 8.2035 8.2035 3.418
Si 1.393 1.3297 4.778
Si 6.8516 1.3551 4.8212
Si 4.1043 4.1076 4.7457
Si 9.5997 4.0651 4.8195
Si 1.3892 6.8245 4.7772
Si 6.9289 6.8078 4.7601
Si 4.1504 9.5459 4.8283
Si 9.532 9.588 4.7321
Si 2.7254 -0.0513 6.191
Si 8.2626 0.007 6.2065
Si 0.073 2.7127 6.1808
Si 5.4708 2.7682 6.125
Si 2.8058 5.5009 6.1465
Si 8.2468 5.435 6.198
Si -0.0524 8.1985 6.0267
Si 5.7066 8.2693 6.1334
Si 3.8896 1.6044 7.402
Si 9.8548 1.1295 7.5241
Si 1.6972 3.8745 7.4495
Si 6.5862 4.3471 7.4933
Si 4.5101 6.6819 7.2967
Si 9.4789 7.0017 7.4779
Si 1.0218 9.7243 7.4062
Si 7.3152 9.3306 7.6657
O 9.5224 6.8872 24.7134
O 3.889 1.5954 25.1894
O 8.3619 8.0997 7.9816
O 2.7929 2.7313 7.9272
O 6.8626 4.0511 24.7098
O 0.547 13.3362 22.9099
O 5.486 5.5074 7.9745
O 0.0001 -0.0437 8.0118
O 7.1943 3.6224 8.843
O 7.0997 9.9531 9.1904
O 10.2362 6.4614 8.842
O 1.4533 8.675 8.6223
O 5.4255 -0.2001 11
O 1.1041 4.5161 8.8369
O 9.1141 1.7367 8.8745
O 3.9782 7.7744 8.4052
O 7.7212 8.677 23.8712
O 3.1665 2.0007 22.3753
O 5.0604 5.6224 23.7376
O 2.4215 3.6814 24.2166
O 6.8911 1.0688 20.1082
O -0.458 4.7422 23.597
O 1.3977 9.6353 25.9924
O 4.7483 10.9101 23.5594
Si 12.1465 0.3194 14.307
Si 0.4891 8.0232 20.3669
Si 4.9135 17.3418 22.3175
Si -1.6293 12.5027 15.0792
Si -5.8931 1.2892 16.8822
Si 5.9663 9.5103 17.8436
Si -6.7919 0.2941 10.1356
Si 2.0222 3.0904 22.7423
Si 0.7298 -1.173 17.9108
Si 4.1713 -1.6879 13.9164
Si 4.8654 1.4241 13.831
Si 1.3597 9.4752 22.9418
Si -0.2044 3.5599 17.044
Si 1.8048 -2.4318 15.3526
Si 3.7188 0.4667 22.3598
Si 8.5854 6.9862 20.0979
Si -3.2576 1.5549 12.3604
Si -1.6462 14.8503 19.8669
Si 6.332 7.7256 12.7324
Si 13.3923 16.5717 20.8875
Si -8.8435 12.3536 16.9705
Si -2.4772 3.0099 9.6732
Si 1.3572 4.9047 12.3271
Si -3.8868 8.5149 22.3974
Si 10.8146 5.1825 9.6721
Si -4.3462 2.4098 19.2459
Si 6.5668 6.7103 17.6642
Si -4.0432 -0.8873 10.8109
Si -0.8382 3.2779 22.902
Si 6.0467 10.7101 20.5943
Si 3.5053 7.0737 12.003
Si 2.8667 8.4249 9.3851
Si -5.8996 4.9145 19.6805
Si 8.204 7.1104 15.0655
Si 8.7151 9.8923 16.5719
Si 13.4955 2.0375 12.2188
Si 0.1723 5.8218 14.9882
O 1.7231 3.3829 11.861
O 3.2671 -1.0355 9.8878
O 3.4253 8.7138 15.2593
O 9.569 13.7524 16.1248
O 0.4339 5.5778 11.1535
O 3.4244 5.1711 19.6496
O 2.2599 11.7685 15.452
O -6.3055 0.9461 8.7226
O 12.8516 4.2816 21.6316
O 8.9152 2.5761 23.8102
O -0.8195 -1.0618 17.4014
O -9.8283 9.6268 14.365
O 16.4847 7.8869 22.5119
O 5.3692 14.2641 19.8218
O -1.9094 5.4526 20.2459
O 10.7326 11.8688 14.715
O -0.5809 14.6762 18.633
O 11.2215 -11.4906 23.7947
O 3.7037 2.441 13.3084
O -5.667 1.768 15.3546
O 5.1294 6.7781 12.1065
O -2.3971 8.6577 15.5056
O 5.6294 27.5202 21.0401
O 8.6125 1.9418 13.651
O 0.1477 5.018 16.4044
O -1.2509 3.2776 21.3191
O 7.6333 7.1578 18.8059
O -5.2307 8.7451 13.8509
O -15.6374 -8.9553 17.7229
O 23.46 0.875 12.8311
O 1.3856 0.3106 17.922
O 3.3065 8.5277 12.7276
O -3.0073 7.5047 21.4852
O 0.538 4.8341 13.7388
O -3.9938 9.9956 21.7429
O -3.3855 20.738 17.6843
O 4.5975 0.3308 21.0252
O 1.2601 6.577 20.3167
O 12.3994 -2.2033 16.908
O -16.2829 7.9952 17.3755
O -3.0138 11.007 11.6729
O 2.7149 -5.1542 12.5957
O 3.6004 12.7106 17.47
O -2.4706 11.3096 15.8008
O 5.7013 5.4714 18.2846
O 2.2349 8.4409 23.8674
O -5.8256 -0.3451 16.979
O 1.1934 2.7462 16.9925
O -2.9942 14.2101 19.2603
O -3.5945 17.2972 16.2616
O 2.4187 10.4503 22.209
O -3.9659 -2.3799 11.4786
O -4.7827 1.6612 12.8925
O 7.9418 2.6185 11.1595
O 22.9389 20.1164 19.3861
O 9.6151 6.3877 14.793
O 7.4505 6.9421 13.612
O -8.1422 7.317 10.562
O -1.3354 4.1325 9.8499
O 5.6877 -1.3074 19.4343
O 15.1703 -0.0841 13.7279
O 0.5154 8.5941 21.8833
O -1.0226 -3.0839 19.8315
O 12.2149 -3.916 14.9707
O -7.608 6.5118 21.9539
O 3.2599 1.4187 10.8929

Results
free energy: -55385.862 eV
free energy less fixed offsets of O -447.96, Si -113.29 eV per atom: -1.892 eV
gap between the highest filled and lowest empty level on this k mesh: 1.202 eV

The program warned: the cutoff lies below the one the program advises for these potential files; the forces do not sum to zero within the program's tolerance; the exchange-correlation potential is rough where the density is thin.
